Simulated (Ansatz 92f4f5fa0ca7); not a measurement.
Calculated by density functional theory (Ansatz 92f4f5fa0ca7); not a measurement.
Periodic cell of 224 atoms, Si133O90H1, from a study of silicon, its oxide and their interface. The atomic structure is a simulated model.
Doubt: the cutoff is far below the 930 eV that the study's wrapper takes by default for these files, so forces and energies are approximate.
This geometry differs little from another in the collection (a relaxation step or a small displacement).

Settings
functional: PBE
potential files: Ansatz PAW
basis: plane waves
wave-function cutoff: 580 eV
density cutoff ratio: 5
exchange-correlation grid ratio: 1
k mesh: 1 x 1 x 1, Gamma-centred
self-consistency stop: 5e-08 eV per atom in the density residual
occupations: fixed
spin: none
net charge: +1 e, with a uniform compensating background and no finite-size correction

Cell vectors (angstrom)
a  10.938  0  0
b  0  10.938  0
c  0  0  32.4825

Atoms and the computed forces on them: element, x, y, z (angstrom), force x, y, z (eV/angstrom)
Si  0.2816  -0.1797  25.035  -0.0037  -0.0071  -0.014
Si  5.1959  0.4742  25.0273  -0.0193  0.0132  -0.0252
Si  2.8861  2.6483  25.1138  0.0408  -0.0201  -0.029
Si  7.928  2.9873  25.0114  -0.0063  0.007  0.0204
Si  -0.2159  5.7644  25.0059  -0.0081  0.0081  0.0263
Si  5.7219  5.2565  25.0284  0.0015  -0.0081  0.0067
Si  2.505  8.511  24.9775  -0.0084  -0.0026  0.004
Si  8.4672  8.0046  24.9354  0.0112  -0.0135  0.0046
Si  1.3769  1.3907  26.3959  -0.0014  0.0032  0.0014
Si  6.8131  1.4566  26.4046  -0.0011  0.0022  0.0046
Si  4.1164  4.175  26.3868  0.0027  0.0027  0.0073
Si  9.5657  4.1393  26.2838  -0.0031  0.0065  0.0076
Si  1.3644  6.9175  26.3273  -0.001  0.0003  0.0071
Si  6.8759  6.8725  26.2928  0.0032  -0.003  0.0062
Si  4.1244  9.6533  26.2532  0.005  0.0062  0.0031
Si  9.5799  9.6005  26.2899  0.0019  -0.0003  0.0098
Si  2.7543  0.0031  27.7171  -0.005  -0.0135  -0.0028
Si  8.1945  0.0107  27.6764  -0.0038  0.0012  -0.0083
Si  -0.0334  2.7583  27.6862  -0.0023  0.0026  -0.0015
Si  5.4337  2.7778  27.7607  0.0041  -0.0051  -0.004
Si  2.7076  5.5198  27.6971  -0.0029  0.0008  -0.0067
Si  8.2027  5.4828  27.6976  0.0051  -0.0049  -0.0117
Si  -0.0262  8.2346  27.7117  -0.0033  -0.0064  -0.0045
Si  5.4612  8.2294  27.6414  0.0003  -0.003  -0.0012
Si  4.1018  1.3673  29.0642  -0.0587  -0.0021  0.3834
Si  9.5708  1.3673  29.0642  -0.1023  0.0341  -0.0732
Si  1.3673  4.1018  29.0642  -0.0944  0.0846  -0.1366
Si  6.8362  4.1018  29.0642  0.0818  0.2381  0.2662
Si  4.1018  6.8362  29.0642  0.0554  0.2788  -0.1624
Si  9.5708  6.8362  29.0642  -0.0119  0.0215  0.1131
Si  1.3673  9.5708  29.0642  0.0322  0.0484  0.1119
Si  6.8362  9.5708  29.0642  -0.0568  -0.0189  -0.2363
Si  0  0  30.4315  0.0813  -0.0022  -0.0244
Si  5.469  0  30.4315  0.0067  0.0098  0.005
Si  2.7345  2.7345  30.4315  0.0419  -0.0594  -0.0068
Si  8.2035  2.7345  30.4315  -0.0132  -0.0001  -0.0068
Si  0  5.469  30.4315  -0.0119  0.0272  0.0038
Si  5.469  5.469  30.4315  0.1026  0.0119  -0.0145
Si  2.7345  8.2035  30.4315  0.0259  0.0168  -0.0085
Si  8.2035  8.2035  30.4315  0.0138  -0.0502  -0.0259
Si  1.3673  1.3673  31.7987  -0.0513  0.0357  0.0021
Si  6.8362  1.3673  31.7987  0.0039  0.0221  0.0027
Si  4.1018  4.1018  31.7987  -0.0501  0.0218  -0.0396
Si  9.5708  4.1018  31.7987  0.0011  -0.0254  -0.0254
Si  1.3673  6.8362  31.7987  0.043  0.037  -0.0045
Si  6.8362  6.8362  31.7987  -0.0462  0.0264  -0.0101
Si  4.1018  9.5708  31.7987  -0.0319  -0.0038  -0.0394
Si  9.5708  9.5708  31.7987  -0.0221  0.0216  -0.0312
Si  2.7345  0  0.6835  0.028  -0.0163  0.0195
Si  8.2035  0  0.6835  0.0363  -0.0683  0.0253
Si  0  2.7345  0.6835  -0.0292  0.0251  0.0126
Si  5.469  2.7345  0.6835  0.0182  -0.0217  0.0005
Si  2.7345  5.469  0.6835  0.0673  -0.0376  0.0344
Si  8.2035  5.469  0.6835  -0.0043  0.0571  0.0183
Si  0  8.2035  0.6835  -0.0134  -0.0466  -0.0005
Si  5.469  8.2035  0.6835  0.0056  -0.0002  0.0282
Si  4.1018  1.3673  2.0507  -0.0016  0.028  0.0345
Si  9.5708  1.3673  2.0507  0.0739  0.0632  0.0161
Si  1.3673  4.1018  2.0507  -0.0877  -0.0504  -0.0117
Si  6.8362  4.1018  2.0507  -0.1158  -0.1083  0.0192
Si  4.1018  6.8362  2.0507  -0.1236  -0.0039  -0.0559
Si  9.5708  6.8362  2.0507  -0.0168  0.0748  0.0053
Si  1.3673  9.5708  2.0507  0.0021  -0.0167  0.0177
Si  6.8362  9.5708  2.0507  -0.0275  -0.0253  -0.0087
Si  0  0  3.418  -0.0448  0.1911  0.1297
Si  5.469  0  3.418  0.3473  0.1709  -0.2974
Si  2.7345  2.7345  3.418  -0.2104  -0.1445  -0.2697
Si  8.2035  2.7345  3.418  0.0598  0.1095  0.2744
Si  0  5.469  3.418  -0.1407  -0.2135  0.2165
Si  5.469  5.469  3.418  -0.0647  -0.0869  0.2309
Si  2.7345  8.2035  3.418  -0.2892  -0.4823  -0.4532
Si  8.2035  8.2035  3.418  0.2413  -0.0277  -0.1783
Si  1.3768  1.3977  4.8177  0.0317  -0.0412  0.03
Si  6.8525  1.3507  4.8031  -0.0015  -0.0173  0.0023
Si  3.9691  4.1333  4.7834  0.0204  0.0096  0.0442
Si  9.5859  4.0657  4.8617  -0.0194  0.0137  -0.013
Si  1.3429  6.8309  4.7911  -0.0163  0.0254  -0.0196
Si  6.9381  6.7579  4.7659  -0.0488  -0.0482  0.0284
Si  4.1704  9.4828  4.6626  -0.0023  -0.01  0.0057
Si  9.5354  9.6109  4.7798  0.0215  0.0339  0.0109
Si  2.7309  -0.2378  5.9847  -0.1046  0.0295  -0.0916
Si  8.1775  -0.003  6.2539  -0.0696  -0.0266  0.0127
Si  -0.0449  2.6748  6.3082  -0.0057  0.013  -0.0039
Si  5.4159  2.7411  6.0728  0.016  0.069  0.0174
Si  2.525  5.4009  6.2504  -0.0261  0.0161  -0.0175
Si  8.2393  5.4133  6.3057  -0.017  -0.015  -0.0036
Si  -0.0634  8.1876  6.1071  0.0094  -0.0131  -0.0303
Si  5.4868  8.1152  5.9858  -0.0549  0.0463  0.0154
Si  3.9591  1.2604  7.1472  -0.2225  -0.0145  0.1741
Si  9.89  0.9625  7.624  0.0207  0.0577  0.0295
Si  0.9867  4.2199  7.7909  0.0564  -0.0851  0.0927
Si  6.5015  4.2773  7.4828  -0.0503  -0.0479  -0.0997
Si  4.3068  6.5462  7.2273  0.0462  -0.0342  -0.0322
Si  9.2364  7.2334  7.5026  0.204  -0.198  -0.0115
Si  1.2193  9.6372  7.4389  0.0633  -0.0299  0.0383
Si  6.8742  9.3403  7.4309  -0.1184  0.1909  -0.163
O  9.5934  6.8682  24.5283  -0.0112  0.0117  -0.0169
O  3.9989  1.5363  24.6374  -0.0268  -0.0053  0.0508
O  7.9661  8.1995  7.8056  0.0391  -0.0463  -0.001
O  3.1628  1.3776  8.5641  0.1403  0.0506  -0.1623
O  6.8106  4.112  24.5172  -0.0046  0.0076  -0.0146
O  1.3638  9.6182  24.4885  -0.0015  0.0195  0.0073
O  5.3936  5.4452  7.8001  0.0165  0.0617  0.0723
O  0.1753  -0.1129  7.8156  -0.0267  -0.0127  -0.0328
O  6.7941  3.4643  8.8901  0.0841  0.0289  -0.0407
O  6.2316  9.8392  8.8544  -0.0165  0.1278  0.242
O  9.8772  7.2979  9.0304  -0.0428  0.0634  0.0765
O  1.89  9.1465  8.8661  -0.0349  0.0255  -0.0128
O  5.682  1.196  9.8411  -0.1363  0.0848  0.0728
O  1.8668  3.569  9  0.1185  -0.1308  0.0803
O  9.6075  1.3208  9.1935  -0.0234  -0.0451  0.0507
O  3.8253  7.4261  8.4969  -0.0022  -0.0007  0.0002
O  7.8772  8.5884  23.5181  -0.005  0.0171  -0.0315
O  8.4714  2.212  23.6745  0.0121  -0.0142  -0.0175
O  5.0435  5.9185  23.6933  -0.0078  0.0015  -0.0119
O  2.256  3.3008  23.7469  0.0025  0.0018  -0.0121
O  10.6081  0.6223  23.7432  -0.0053  0  -0.0066
O  0.4102  5.1847  23.6069  0.0137  -0.0116  -0.0179
O  3.1833  7.8476  23.6362  0.0074  -0.011  -0.02
O  5.4867  14.1389  19.3058  -0.0205  0.0024  -0.0263
Si  11.4092  2.3863  20.8822  -0.0062  0.0057  0.0123
Si  7.8466  9.3955  22.0969  0.0042  -0.0134  0.0236
Si  2.3154  5.1982  13.5914  -0.0053  0.0171  0.0295
Si  12.2929  7.3916  16.8889  0.005  0.0037  0.0112
Si  -0.042  -4.6567  9.7592  0.0557  -0.0085  -0.08
Si  10.9444  8.9215  14.8311  0.0025  -0.0009  0.0315
Si  -1.3586  -4.9811  17.7801  -0.0012  -0.0064  0.0157
Si  1.6256  4.4678  22.795  0.0061  0.0075  0.0124
Si  4.614  10.9711  17.0362  0.0157  -0.0105  -0.0075
Si  6.9003  5.8698  16.4179  0.0189  -0.0158  -0.0116
Si  5.8118  2.8192  10.0354  -0.1938  -0.3298  -0.0713
Si  2.7978  9.2667  18.7375  -0.0082  -0.023  0.0038
Si  7.8792  3.7124  11.8367  -0.0231  0.0476  -0.0106
Si  9.1519  1.1183  10.7506  -0.037  -0.0781  -0.0371
Si  9.1379  1.6237  15.9724  0.0023  -0.0059  0.0157
Si  2.6665  4.7103  16.6286  0.0043  -0.0145  0.0189
Si  -3.8403  3.4757  14.7033  -0.0083  0.0679  -0.013
Si  6.3608  10.6961  10.2485  -0.1154  0.144  -0.2879
Si  16.0536  4.5333  18.4548  0.0065  0.0027  0.0033
Si  4.9718  7.2282  19.9003  0.0015  0.0094  0.0166
Si  -1.5461  1.1829  22.8083  0.0047  -0.0084  0.0176
Si  2.2128  2.3828  12.5922  0.0532  -0.1579  0.0214
Si  5.4555  10.9571  22.0027  0.0139  -0.0041  0.0302
Si  0.1384  6.9788  12.7823  0.0131  0.0045  0.0157
Si  13.8424  2.561  9.6931  0.1337  -0.0348  -0.0769
Si  11.0006  3.2497  17.8652  0.0065  -0.001  0.0163
Si  8.1059  7.9791  19.4581  0.0044  0.01  0.0102
Si  -6.2365  1.4687  14.3827  -0.0735  -0.0321  0.0039
Si  -2.2139  -1.2319  16.8076  0.0195  0.0037  0.0219
Si  2.9227  7.9133  12.4283  0.0043  0.0112  -0.0022
Si  -5.8004  1.6391  19.5446  0.0159  0.0049  -0.0051
Si  -0.2682  0.6942  13.3855  0.0284  0.0267  0.0173
Si  3.8938  6.6418  22.7917  -0.0002  -0.0007  0.0092
Si  2.7554  0.4132  20.8053  -0.0049  -0.0008  0.0194
Si  13.5787  7.837  9.4958  0.0233  0.0224  -0.0561
Si  6.2565  8.6652  15.4815  0.0021  -0.0112  0.0188
Si  5.1738  -1.2308  12.9904  -0.0088  -0.0266  0.0256
O  6.4812  5.0646  17.7608  -0.0451  -0.0171  0.0003
O  -0.4906  -4.6078  11.3679  0.0376  0.0127  0.0399
O  6.6232  4.9683  15.1099  0.0478  -0.08  0.0215
O  2.2024  10.028  20.0419  0.0026  -0.0046  -0.008
O  -0.1728  4.9686  8.7478  0.0321  -0.0747  -0.0389
O  1.0282  3.8211  21.4308  -0.0082  -0.0103  -0.0165
O  1.5327  6.6545  9.6628  0.0103  -0.022  0.0142
O  -5.4913  0.1963  13.698  -0.0385  0.0645  0.0212
O  14.2051  6.4658  13.135  -0.0015  -0.0134  -0.0137
O  8.5853  11.3244  16.882  0.0027  -0.0097  -0.0092
O  5.3576  9.7376  16.2943  -0.0213  0.0304  0.0137
O  -1.4317  1.1439  14.4434  0.0129  0.0042  -0.0051
O  2.366  4.0046  12.4783  -0.0026  -0.0262  -0.0063
O  5.9943  8.5954  13.8626  0.0097  -0.0136  0.0424
O  2.7327  4.5171  15.0035  0.0026  0.001  -0.0038
O  6.3748  3.1562  11.4994  0.082  0.1443  0.1136
O  3.398  1.7674  13.4873  -0.0793  0.0514  -0.1129
O  14.9695  4.1488  17.2979  0.037  0.0109  0.0272
O  -3.0054  13.6601  15.8836  -0.0073  0.0125  -0.0203
O  0.7602  5.7289  13.6264  0.0197  -0.0132  -0.0113
O  7.7956  9.1183  15.6206  -0.0197  -0.004  -0.0165
O  0.3525  2.4505  19.2591  0.0024  0.0005  -0.0074
O  4.5585  5.7201  19.4175  0.0244  -0.0138  -0.0297
O  7.9593  5.2027  11.2039  -0.0847  -0.13  0.0109
O  10.9135  6.6121  17.1578  0.0002  -0.0076  -0.0114
O  2.7611  5.5495  22.3712  -0.001  -0.0013  0.001
O  9.0513  6.6891  19.1369  0.0025  -0.004  -0.0084
O  1.3  8.0404  12.3388  0.0007  -0.0135  -0.0054
O  -5.4223  0.7048  18.2401  -0.0184  0.016  0.0078
O  7.8629  0.1116  10.7245  0.2748  0.0001  0.0702
O  11.3341  -0.6762  13.9805  0.0031  0.0082  -0.0184
O  4.2939  3.3864  9.8969  -0.1411  0.0423  0.024
O  4.0855  8.3498  19.1235  -0.0121  0.0047  -0.0053
O  8.4915  6.1602  16.5792  -0.0515  -0.0211  -0.0105
O  1.4312  3.8925  17.2762  0.0085  0.0039  -0.0136
O  -0.7987  7.8668  13.7983  0.0035  0.0099  -0.0089
O  5.7318  2.6995  14.3325  0.0651  0.0119  0.0005
O  2.5726  6.3143  16.8902  0.0006  0.0036  -0.0119
O  9.8837  4.4041  18.1516  0.0048  0.004  -0.0103
O  4.2575  1.1645  15.9189  0.0431  -0.0014  -0.082
O  3.4268  8.0207  10.8855  0.0094  0.0061  0.0642
O  3.6115  -1.7261  13.1237  0.0103  -0.0019  -0.0034
O  8.5474  10.8516  22.2646  -0.0021  -0.0048  -0.0038
O  -2.8404  3.6436  13.435  -0.0309  0.0184  0.0871
O  9.9643  2.0288  21.5438  0.013  0.0075  -0.0208
O  8.5831  8.5649  20.9052  -0.0005  0.0013  -0.0027
O  -5.0286  1.1693  20.9173  -0.0028  0.0095  -0.0223
O  5.6102  -1.0736  11.4204  0.0212  -0.1026  0.1181
O  1.3383  8.1456  15.4184  0.0087  -0.0085  -0.0025
O  2.3321  1.8486  11.0315  0.0211  0.1233  0.1078
O  6.5386  7.53  19.5546  -0.0136  -0.0039  -0.0009
O  1.5768  -2.5333  18.1276  0.0363  0.0196  0.0116
O  1.4817  12.1452  21.3967  0.004  -0.0025  -0.0033
O  8.9468  2.6621  11.2022  -0.0623  -0.0217  0.0139
O  3.2257  -0.5524  17.6343  0.0026  -0.0037  -0.0067
O  8.3545  -1.8507  18.2671  0.0011  -0.0079  0.0045
O  10.2017  -1.6107  16.2269  -0.012  0.004  -0.0043
O  -0.4941  2.233  16.7208  0.0129  0.0097  -0.0039
O  0.8093  1.9145  13.2648  0.1762  0.0147  -0.1041
O  6.2896  -1.3325  21.6175  0.0061  0.0035  -0.001
O  15.5552  7.272  21.4901  0.0016  0.0006  -0.0163
O  5.9021  0.2481  23.5582  -0.0147  0.0103  -0.0147
O  -4.9122  7.2248  16.202  0.0287  -0.0045  -0.0087
O  3.5306  1.4581  19.8085  0.0052  -0.0016  -0.0054
O  3.8258  -0.1148  21.9365  -0.0048  0.0019  -0.0077
O  10.1328  0.4147  11.854  0.0482  0.0294  0.02
H  8.7461  5.742  11.4  0.1215  0.0765  0.042

Results
free energy: -135757.086 eV
free energy less fixed offsets of H -15.97, O -568.88, Si -635.61 eV per atom: -5.786 eV

The program warned: the cutoff lies below the one the program advises for these potential files; the forces do not sum to zero within the program's tolerance; the exchange-correlation potential is rough where the density is thin.
